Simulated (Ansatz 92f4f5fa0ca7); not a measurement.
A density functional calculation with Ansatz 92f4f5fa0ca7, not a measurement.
Periodic cell of 227 atoms, Si134O91H1N1, from a study of silicon, its oxide and their interface. The atomic structure is a simulated model.
Doubt: the cutoff is far below the 930 eV that the study's wrapper takes by default for these files, so forces and energies are approximate.
This geometry differs little from another in the collection (a relaxation step or a small displacement).

Settings: functional PBE; potential files Ansatz PAW; basis plane waves; wave-function cutoff 580 eV; density cutoff ratio 5; exchange-correlation grid ratio 1; k mesh 1 x 1 x 1, Gamma-centred; self-consistency stop 5e-08 eV per atom in the density residual; occupations fixed; spin none; net charge 0.

Cell vectors (angstrom)
a  10.938  0  0
b  0  10.938  0
c  0  0  32.0627

Atoms and the computed forces on them: element, x, y, z (angstrom), force x, y, z (eV/angstrom)
Si  0.2738  -0.2138  24.5265  0.0828  -0.0757  -0.124
Si  5.9468  -0.0905  24.4257  0.0279  -0.0534  -0.1792
Si  2.2885  2.9744  24.7832  -0.1238  0.078  -0.1769
Si  7.8137  3.0721  24.788  -0.0707  0.0228  -0.1874
Si  0.1112  5.3362  24.6819  0.0756  -0.1293  -0.0862
Si  5.5965  5.3812  24.612  0.0646  -0.0897  -0.1198
Si  2.4705  8.4267  24.5017  -0.0949  0.1125  -0.0643
Si  7.9169  8.3124  24.3847  -0.0324  0.0451  -0.0843
Si  1.2931  1.3012  26.0281  -0.0128  0.0079  0.0099
Si  6.8584  1.3484  26.0367  -0.0075  0.0591  0.043
Si  4.0173  4.1445  25.8961  -0.0093  0.0215  -0.009
Si  9.4757  4.193  25.9909  0.0449  0.0184  -0.0061
Si  1.3531  6.9011  25.9385  0.0078  -0.0044  -0.0268
Si  6.7801  6.9155  25.9306  -0.017  -0.0081  -0.0321
Si  4.1448  9.6724  25.6782  -0.0065  0.0036  -0.0402
Si  9.5434  9.5223  25.7289  0.0018  -0.0237  -0.0265
Si  2.7887  -0.0148  27.2556  0.0014  -0.0177  -0.0211
Si  8.272  -0.042  27.2695  0  -0.0145  -0.0102
Si  -0.0726  2.7522  27.3039  0.0033  0.0434  -0.0209
Si  5.4054  2.7473  27.2813  0.0097  0.0309  -0.0206
Si  2.7169  5.5168  27.2969  -0.0209  -0.0267  -0.0217
Si  8.1429  5.5578  27.3233  -0.0194  -0.013  -0.0109
Si  -0.0595  8.2326  27.2561  0.0276  0.012  -0.035
Si  5.3922  8.2844  27.2314  0.028  0.0133  -0.0138
Si  4.1018  1.3673  28.6444  -0.1154  -0.031  0.2065
Si  9.5708  1.3673  28.6444  -0.0555  -0.1833  0.3234
Si  1.3673  4.1018  28.6444  -0.125  0.0474  -0.0595
Si  6.8362  4.1018  28.6444  -0.2814  0.0482  -0.0239
Si  4.1018  6.8362  28.6444  -0.0132  0.3669  -0.0023
Si  9.5708  6.8362  28.6444  -0.0394  0.2938  0.2685
Si  1.3673  9.5708  28.6444  0.0529  -0.0354  -0.2969
Si  6.8362  9.5708  28.6444  -0.0232  0.0164  -0.2529
Si  0  0  30.0117  0.0957  0.1513  -0.0059
Si  5.469  0  30.0117  0.1132  0.0854  -0.0121
Si  2.7345  2.7345  30.0117  -0.0499  -0.079  -0.0173
Si  8.2035  2.7345  30.0117  -0.0396  -0.135  -0.0255
Si  0  5.469  30.0117  0.0305  -0.0375  -0.0148
Si  5.469  5.469  30.0117  0.0408  -0.0029  -0.0079
Si  2.7345  8.2035  30.0117  -0.0103  -0.1109  -0.0012
Si  8.2035  8.2035  30.0117  0.0029  -0.0734  0.0169
Si  1.3673  1.3673  31.3789  -0.0085  -0.0058  0.0126
Si  6.8362  1.3673  31.3789  -0.0447  0.0544  0.0006
Si  4.1018  4.1018  31.3789  -0.0269  0.0402  -0.029
Si  9.5708  4.1018  31.3789  -0.0043  0.051  -0.0418
Si  1.3673  6.8362  31.3789  -0.0154  0.0246  -0.0128
Si  6.8362  6.8362  31.3789  0.0191  -0.0094  -0.0053
Si  4.1018  9.5708  31.3789  -0.0687  0.0177  -0.0402
Si  9.5708  9.5708  31.3789  -0.0314  0.0045  -0.0313
Si  2.7345  0  0.6835  0.0749  -0.0085  0.0169
Si  8.2035  0  0.6835  0.038  0.0231  0.0215
Si  0  2.7345  0.6835  -0.0109  -0.0131  0.0142
Si  5.469  2.7345  0.6835  0.0211  -0.0446  0.0277
Si  2.7345  5.469  0.6835  -0.0156  -0.0204  0.0228
Si  8.2035  5.469  0.6835  0.0348  -0.049  0.0081
Si  0  8.2035  0.6835  0.0387  -0.0614  0.0215
Si  5.469  8.2035  0.6835  0.0107  -0.0224  0.0084
Si  4.1018  1.3673  2.0507  -0.0737  0.061  -0.0444
Si  9.5708  1.3673  2.0507  0.0413  0.0313  0.051
Si  1.3673  4.1018  2.0507  -0.0194  0.0002  0.0633
Si  6.8362  4.1018  2.0507  -0.007  0.0893  -0.0125
Si  4.1018  6.8362  2.0507  0.0002  0.0213  0.0585
Si  9.5708  6.8362  2.0507  -0.0852  -0.0164  -0.0338
Si  1.3673  9.5708  2.0507  -0.0345  0.0569  -0.0412
Si  6.8362  9.5708  2.0507  0.0011  -0.0157  0.0516
Si  0  0  3.418  0.2373  -0.0449  -0.2476
Si  5.469  0  3.418  0.0312  0.1641  0.2562
Si  2.7345  2.7345  3.418  0.2232  -0.3792  -0.2458
Si  8.2035  2.7345  3.418  -0.1215  -0.026  0.3085
Si  0  5.469  3.418  -0.2383  -0.0745  0.0091
Si  5.469  5.469  3.418  0.3206  -0.1058  0.0481
Si  2.7345  8.2035  3.418  0.1496  0.1858  0.118
Si  8.2035  8.2035  3.418  0.0751  -0.2712  -0.1508
Si  1.4373  1.3005  4.7722  0.0064  0.0073  0.0156
Si  6.8519  1.3479  4.8461  0.0082  -0.0047  0.002
Si  4.1769  4.0094  4.7506  0.0256  -0.0109  0.0278
Si  9.5725  4.0866  4.8169  0.0089  -0.0172  -0.0062
Si  1.3707  6.8278  4.7508  0.0148  -0.0136  0.0057
Si  6.8781  6.8141  4.8099  -0.0143  -0.0165  0.0243
Si  4.1226  9.584  4.825  0.0093  -0.0095  0.0099
Si  9.6064  9.5411  4.7376  -0.0009  -0.0041  0.0157
Si  2.7921  -0.0147  6.2773  -0.0373  0.0462  0.0348
Si  8.2605  -0.0721  6.1356  0.0178  -0.0239  0.0103
Si  0.0441  2.6578  6.0779  0.0297  0.0012  0.0221
Si  5.4916  2.6829  6.2998  -0.0413  0.0634  0.0411
Si  2.7622  5.3999  5.9715  0.0392  -0.0296  0.0276
Si  8.242  5.4419  6.2633  -0.0145  0.0315  0.0463
Si  0.0594  8.2231  6.1252  -0.0333  0.0178  0.0194
Si  5.5259  8.2397  6.168  0.0349  -0.0468  0.0226
Si  3.84  1.6131  7.6982  -0.0535  0.0557  0.0892
Si  9.9213  1.02  7.3823  0.0306  -0.071  0.1088
Si  1.6232  3.8562  7.315  0.1024  -0.0501  0.1748
Si  6.5474  4.3836  7.5889  -0.1501  0.0607  0.1014
Si  4.2758  6.5956  7.2605  0.0821  -0.1246  0.239
Si  9.4516  7.1054  7.4708  -0.0433  0.09  0.1123
Si  1.2095  9.7193  7.5696  -0.0366  0.0277  0.119
Si  7.1711  9.3009  7.5402  0.051  -0.0337  0.1086
O  5.4127  5.5507  7.8269  -0.0732  0.065  -0.1829
O  0.0772  -0.0784  8.0065  -0.037  0.0367  -0.182
O  2.7141  2.7944  7.9672  -0.0502  0.0407  -0.1694
O  8.2818  8.1565  7.9921  0.0033  -0.0007  -0.1521
O  1.3681  9.5755  23.9881  -0.0135  0.0176  0.1987
O  6.6605  4.1591  24.2672  0.016  -0.0012  0.1664
O  6.9067  9.5694  23.8936  0.004  0.0027  0.1804
O  2.7127  2.3708  23.2987  -0.0035  -0.0011  0.1184
O  6.6643  9.9476  8.9755  -0.0046  -0.049  -0.1554
O  0.9666  4.605  8.6129  -0.0711  0.013  -0.0838
O  1.7781  9.0658  8.9931  0.0347  -0.0218  -0.0712
O  6.8046  3.949  9.1722  0.0104  -0.0029  -0.1577
O  10.2961  6.7057  8.8497  -0.0057  -0.0499  -0.0804
O  4.2141  1.1011  9.2337  -0.0219  0.0264  -0.2006
O  3.4338  7.0602  8.5771  -0.01  0.0875  -0.0291
O  9.199  1.7145  8.6841  0.0235  0.0024  -0.125
O  5.8049  1.0188  23.1831  -0.004  -0.0753  0.1213
O  8.326  2.4327  23.3619  -0.0432  0.002  0.1173
O  12.0279  4.0457  24.3792  0.0512  -0.0063  0.1826
O  5.1726  6.1489  23.1804  0.0336  -0.0118  0.111
O  8.3562  7.3827  23.055  -0.0241  0.0414  0.0613
O  8.1679  3.9944  18.8819  0.0012  0.0053  -0.032
O  2.9526  7.6061  23.1445  0.028  -0.0191  0.0247
O  10.7095  0.6635  23.2269  0.0153  -0.046  0.0931
Si  7.1154  10.3508  10.4946  0.061  0.012  0.1641
Si  4.5529  12.0252  10.8377  -0.0068  0.0071  0.1876
Si  7.9406  4.9739  17.5958  0.0053  -0.0159  0.0111
Si  -0.2166  7.3319  19.7741  0.0263  0.063  -0.096
Si  4.1414  13.4826  15.3458  -0.0197  0.0168  -0.0436
Si  0.2652  1.1298  17.6175  0.002  0.023  0.0309
Si  12.7124  1.9681  19.8924  -0.0232  -0.0125  -0.0697
Si  5.7198  1.7611  21.7251  0.0191  -0.0502  -0.0767
Si  7.1107  3.408  15.0437  -0.005  0.0143  -0.062
Si  3.7321  -2.1665  18.1608  -0.0357  0.0004  0.013
Si  4.3076  0.2218  19.4857  -0.0535  0.0285  0.0021
Si  8.019  4.0653  10.2492  -0.0004  -0.0086  0.1338
Si  9.1917  1.49  10.2934  -0.007  -0.0699  0.2063
Si  10.6732  5.2314  9.4508  0.0722  -0.0202  0.0942
Si  -0.1824  6.935  13.8883  0.0255  0.0088  -0.0478
Si  5.9076  6.9794  17.3742  0.002  0.013  0.0013
Si  10.5152  1.0702  21.6686  0.0126  0.0054  -0.1561
Si  2.7475  7.9544  9.7229  0.0585  -0.0619  -0.0622
Si  7.0178  -0.0047  18.0764  0.0246  -0.03  0.0095
Si  6.9871  2.8906  19.2264  -0.0151  -0.0083  0.0464
Si  14.0506  3.3928  22.0889  -0.0057  -0.0366  -0.1652
Si  11.3866  1.3346  12.3349  0.0375  -0.0108  0.0429
Si  7.5273  -2.0563  15.7865  0.0166  -0.0062  -0.0881
Si  9.9722  2.4159  14.9349  0.0377  -0.0718  -0.0564
Si  2.602  10.7363  16.0516  -0.0033  -0.0167  -0.0429
Si  1.2068  -1.3783  13.4243  0.0155  -0.0092  -0.0263
Si  7.8428  5.7412  12.9338  -0.023  0.0838  0.045
Si  -1.4501  10.2191  19.5919  0.0525  -0.0087  -0.0549
Si  8.4549  3.1428  21.8946  0.071  -0.0276  -0.0718
Si  9.9211  -3.9748  16.7102  -0.0027  0.0446  -0.0043
Si  3.7342  6.3742  22.4121  0.0032  0.0103  -0.0299
Si  1.5285  5.7442  11.7058  0.0923  -0.0338  0.1395
Si  4.3712  15.315  17.9035  0.0178  -0.0256  -0.012
Si  3.8291  9.3709  12.0552  0.0233  -0.0065  0.1189
Si  9.225  6.1955  22.2858  0.0097  0.0111  -0.0101
Si  2.7221  6.3887  19.5579  -0.0714  0.0122  -0.0945
Si  3.0778  3.1846  12.4741  -0.0309  -0.0147  -0.031
Si  6.642  -2.374  12.9371  -0.0392  0.0031  -0.0075
O  7.9228  -0.9398  19.1053  -0.0171  0.0168  0.0119
O  -0.4887  8.9376  19.9245  -0.0079  -0.0294  -0.0074
O  13.9138  4.9373  22.5812  -0.027  0.0217  0.0196
O  10.4777  1.7196  16.3139  -0.0224  0.0213  -0.0046
O  2.7496  7.4953  18.3521  0.0287  -0.0087  0.0239
O  3.9487  8.6363  10.6006  -0.0276  -0.0093  -0.0968
O  8.2205  2.619  10.9735  -0.0195  0.0465  -0.0701
O  -0.7634  0.1463  18.3942  -0.0096  -0.0011  -0.0025
O  7.1694  9.059  11.4809  0.0015  0.017  -0.057
O  5.3855  0.0499  18.2646  0.0222  -0.0196  -0.0027
O  3.5016  -1.1942  19.4626  0.0344  0.0098  0.0049
O  -0.0513  8.5322  13.5523  -0.0111  0.0104  0.0041
O  4.2834  13.4764  11.5557  0.0208  -0.0191  -0.0544
O  0.0587  6.7952  15.5066  -0.0253  -0.0096  0.0371
O  7.8698  5.214  11.3895  0.0055  -0.0368  -0.0783
O  3.1569  4.9364  18.8827  0.0158  0.0289  0.0158
O  9.3191  4.3647  9.3138  0.0169  -0.0023  -0.094
O  0.7927  2.3198  18.6295  0.0211  -0.0252  0.0163
O  -2.0078  8.204  16.3169  0.0003  -0.0051  0.0213
O  4.6442  2.9923  21.7181  -0.0379  0.0455  0.0546
O  -5.8515  9.0454  13.0381  -0.0085  0.0027  -0.0253
O  14.3917  -1.4376  16.7197  -0.0018  0.0086  -0.0013
O  1.7677  13.1873  12.3748  -0.0221  0.0011  -0.0155
O  5.1915  0.5172  20.8033  -0.0059  0.0096  -0.0013
O  -0.2638  1.657  10.9147  -0.0124  0.0224  -0.0669
O  7.2084  6.3381  18.1337  0.0002  -0.0158  0.0032
O  7.2736  10.2896  16.5883  -0.0012  0.0119  0.0107
O  0.167  5.1599  11.0172  -0.0438  -0.0054  -0.1251
O  12.5867  -0.7242  14.8464  0.0046  0.0072  0.0363
O  9.6284  -4.2807  20.7746  -0.0297  -0.0324  0.0731
O  6.748  6.9441  12.9934  0.0037  -0.0147  -0.0016
O  6.0955  11.5199  11.0088  -0.0004  0.0013  -0.0565
O  3.4495  14.2204  14.0618  0.0217  0.0004  0.039
O  -1.532  0.0753  21.008  -0.0342  0.0046  0.0571
O  8.3433  2.3628  14.9701  -0.0113  0.0128  0.0227
O  5.2495  8.1569  18.2745  -0.0034  -0.0026  0.0098
O  5.7386  13.4726  14.9875  0.0181  -0.0061  0.019
O  14.1399  1.4028  19.3213  -0.0108  -0.0011  0.0285
O  9.2933  -4.5877  13.4269  -0.0077  -0.0164  -0.015
O  8.6266  0.0014  10.5942  0.0128  0.0019  -0.0836
O  1.2054  -4.3388  20.1671  0.025  -0.0175  0.0246
O  2.524  8.8091  12.8371  0.0021  0.0139  -0.0161
O  6.3768  7.722  15.9975  -0.0163  -0.0038  0.032
O  -0.3607  7.131  18.1663  -0.0245  -0.0338  0.0196
O  1.9364  6.9836  10.7393  0.0021  0.0471  -0.1232
O  4.8915  5.7347  17.1282  0.0012  -0.0086  -0.0035
O  7.2884  4.5364  13.8797  -0.0073  -0.0293  0.013
O  3.581  11.9481  15.5312  -0.0052  -0.0151  0.0095
O  3.7832  6.6793  20.7966  0.0227  -0.0089  0.0841
O  10.4332  12.5364  13.6197  -0.0362  0.0288  0.0111
O  7.0684  4.1662  16.4906  0.0027  0.0224  0.0178
O  11.7184  -0.2472  12.3526  -0.0152  -0.0134  -0.016
O  11.938  0.8938  20.8636  0.0134  0.0168  0.0622
O  -1.6652  5.4501  16.7986  -0.0219  0.0019  0.031
O  10.604  3.9081  14.8012  0.019  0.0356  0.0116
O  13.0405  3.2607  20.8184  0.0506  0.0236  0.0844
N  7.1129  2.5253  20.9456  -0.0414  -0.0054  -0.0064
O  7.3908  12.5208  18.3012  -0.0408  -0.0097  0.0167
O  12.0182  6.1881  13.1991  -0.0197  -0.0021  -0.0196
O  8.4359  4.7757  22.0517  -0.0213  0.0423  0.0085
O  3.6664  10.9622  11.7213  -0.001  0.0013  -0.0753
O  5.5212  3.5707  18.8054  0.0007  0.0201  0.0024
O  1.5891  11.2269  17.214  0.0109  -0.0091  0.0074
O  7.5077  9.2012  14.1835  0.0114  0.0105  0.0302
O  2.7444  4.667  11.8667  -0.0398  0.0345  -0.0333
O  9.9367  2.5957  21.413  0.0031  0.018  0.0463
O  3.8299  3.3671  16.7352  -0.0036  0.0156  0.0133
O  10.5419  5.9376  23.2271  0.0072  0.0122  0.0558
H  10.4613  4.4908  15.5705  -0.0038  -0.0316  -0.0209

Results
free energy: -137341.878 eV
free energy less fixed offsets of H -15.97, N -385.13, O -568.88, Si -635.61 eV per atom: -0.958 eV

The program warned: the cutoff lies below the one the program advises for these potential files; the exchange-correlation potential is rough where the density is thin.
